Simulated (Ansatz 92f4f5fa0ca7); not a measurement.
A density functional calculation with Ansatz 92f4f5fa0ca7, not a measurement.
Periodic cell of 224 atoms, Si132O90As1H1, from a study of silicon, its oxide and their interface. The atomic structure is a simulated model.
Doubt: the cutoff is far below the 930 eV that the study's wrapper takes by default for these files, so forces and energies are approximate.

Settings
functional: PBE
potential files: Ansatz PAW
basis: plane waves
wave-function cutoff: 580 eV
density cutoff ratio: 5
exchange-correlation grid ratio: 1
k mesh: 1 x 1 x 1, Gamma-centred
self-consistency stop: 5e-08 eV per atom in the density residual
occupations: fixed
spin: none
net charge: 0

Cell vectors (angstrom)
a, 10.938, 0, 0
b, 0, 10.938, 0
c, 0, 0, 33.3645

Atoms: element, x, y, z (angstrom)
Si, 0.4448, -0.3495, 26.0119
Si, 5.3333, 0.3172, 25.8428
Si, 2.9491, 2.4109, 25.8316
Si, 7.9561, 3.0263, 26.1175
Si, -0.2754, 5.6244, 25.8053
Si, 5.8537, 5.3214, 25.9052
Si, 2.6205, 8.3087, 25.7704
Si, 8.5695, 8.015, 25.8366
Si, 1.5018, 1.292, 27.3063
Si, 6.7908, 1.4081, 27.3252
Si, 4.1156, 4.1221, 27.0617
Si, 9.5979, 4.1516, 27.312
Si, 1.382, 6.7812, 27.1059
Si, 6.9738, 6.8771, 27.2272
Si, 4.1907, 9.5413, 27.0868
Si, 9.6782, 9.5317, 27.2424
Si, 2.8418, -0.0918, 28.6088
Si, 8.2292, -0.0205, 28.5646
Si, 0.0436, 2.6969, 28.576
Si, 5.4059, 2.7884, 28.6003
Si, 2.7473, 5.4419, 28.5124
Si, 8.2279, 5.4871, 28.6515
Si, 0.0564, 8.1377, 28.5892
Si, 5.508, 8.1953, 28.5397
Si, 4.1018, 1.3673, 29.9462
Si, 9.5708, 1.3673, 29.9462
Si, 1.3673, 4.1018, 29.9462
Si, 6.8362, 4.1018, 29.9462
Si, 4.1018, 6.8362, 29.9462
Si, 9.5708, 6.8362, 29.9462
Si, 1.3673, 9.5708, 29.9462
Si, 6.8362, 9.5708, 29.9462
Si, 0, 0, 31.3135
Si, 5.469, 0, 31.3135
Si, 2.7345, 2.7345, 31.3135
Si, 8.2035, 2.7345, 31.3135
Si, 0, 5.469, 31.3135
Si, 5.469, 5.469, 31.3135
Si, 2.7345, 8.2035, 31.3135
Si, 8.2035, 8.2035, 31.3135
Si, 1.3673, 1.3673, 32.6807
Si, 6.8362, 1.3673, 32.6807
Si, 4.1018, 4.1018, 32.6807
Si, 9.5708, 4.1018, 32.6807
Si, 1.3673, 6.8362, 32.6807
Si, 6.8362, 6.8362, 32.6807
Si, 4.1018, 9.5708, 32.6807
Si, 9.5708, 9.5708, 32.6807
Si, 2.7345, 0, 0.6835
Si, 8.2035, 0, 0.6835
Si, 0, 2.7345, 0.6835
Si, 5.469, 2.7345, 0.6835
Si, 2.7345, 5.469, 0.6835
Si, 8.2035, 5.469, 0.6835
Si, 0, 8.2035, 0.6835
Si, 5.469, 8.2035, 0.6835
Si, 4.1018, 1.3673, 2.0507
Si, 9.5708, 1.3673, 2.0507
Si, 1.3673, 4.1018, 2.0507
Si, 6.8362, 4.1018, 2.0507
Si, 4.1018, 6.8362, 2.0507
Si, 9.5708, 6.8362, 2.0507
Si, 1.3673, 9.5708, 2.0507
Si, 6.8362, 9.5708, 2.0507
Si, 0, 0, 3.418
Si, 5.469, 0, 3.418
Si, 2.7345, 2.7345, 3.418
Si, 8.2035, 2.7345, 3.418
Si, 0, 5.469, 3.418
Si, 5.469, 5.469, 3.418
Si, 2.7345, 8.2035, 3.418
Si, 8.2035, 8.2035, 3.418
Si, 1.3376, 1.3701, 4.8124
Si, 6.791, 1.3922, 4.7704
Si, 4.0384, 4.1701, 4.7499
Si, 9.559, 4.1167, 4.818
Si, 1.357, 6.8461, 4.802
Si, 6.8064, 6.8466, 4.7985
Si, 4.0756, 9.5771, 4.8502
Si, 9.5039, 9.6306, 4.6892
Si, 2.6263, -0.053, 6.239
Si, 8.1474, 0.0037, 6.1029
Si, -0.0328, 2.7509, 6.2191
Si, 5.3365, 2.7307, 6.0559
Si, 2.7228, 5.5084, 6.2366
Si, 8.1257, 5.4314, 6.1803
Si, -0.1339, 8.2288, 5.9981
Si, 5.4481, 8.1999, 6.2412
Si, 3.7751, 1.6235, 7.4278
Si, 9.6833, 1.1316, 7.4569
Si, 1.5863, 3.8982, 7.5385
Si, 6.5088, 4.2075, 7.4266
Si, 4.3796, 6.5644, 7.6079
Si, 9.2578, 7.1267, 7.362
Si, 0.8878, 9.7428, 7.4403
Si, 7.0654, 9.3885, 7.5073
O, 9.6013, 6.8127, 25.3052
O, 4.139, 1.3581, 25.311
O, 8.184, 8.2462, 7.9733
O, 2.6966, 2.7527, 8.0015
O, 6.902, 4.119, 25.4358
O, 1.4986, 9.4705, 25.3614
O, 5.4796, 5.3837, 7.9381
O, -0.1247, 0.0208, 7.9064
O, 6.9556, 3.3813, 8.788
O, 6.5379, 10.1513, 8.886
O, 10.1398, 6.5649, 8.6294
O, 1.1056, 8.8509, 8.8098
O, 4.5882, 1.0501, 8.7289
O, 1.0231, 4.6196, 8.9298
O, 8.9261, 1.5697, 8.8627
O, 3.9571, 7.0383, 9.1305
O, 8.0382, 8.8469, 24.5035
O, 8.7371, 2.2728, 24.9051
O, 5.5139, 6.2526, 24.5709
O, 2.0034, 2.8149, 24.5299
O, 10.7707, 0.4191, 24.7122
O, 0.1983, 4.7737, 24.4585
O, 7.2463, 11.8917, 20.7303
O, 6.2314, 10.7901, 24.5327
Si, 9.6822, 1.3556, 23.9793
Si, 4.6309, 6.4229, 20.6203
Si, 1.0347, 8.9094, 10.4368
Si, 17.2652, 5.245, 15.8885
Si, 7.3077, 2.149, 19.6127
Si, 19.2753, 14.327, 12.616
Si, 11.019, 5.0112, 16.8698
Si, 9.2563, -0.6299, 16.5124
Si, 15.4355, 10.4866, 19.0525
Si, 12.6736, 3.0311, 18.3197
Si, 8.3456, 2.9456, 9.5169
Si, 2.9849, 7.9383, 18.5189
Si, 11.5436, 1.1306, 16.2706
Si, 0.4116, 13.677, 13.5158
Si, 4.2704, 2.4764, 20.0518
Si, 6.116, 2.4421, 14.4654
As, 7.4066, 5.7255, 18.9621
Si, 5.2051, 10.7763, 9.6061
Si, 15.1792, 6.5571, 23.5974
Si, 17.9269, 10.2641, 20.7359
Si, 3.0876, 4.3118, 21.9942
Si, 11.4794, 9.6159, 14.8228
Si, 6.5737, 11.5704, 17.0089
Si, 5.2446, 8.2875, 13.1356
Si, 10.5259, 5.2169, 9.4442
Si, 3.7042, 6.9663, 15.5119
Si, 7.4797, 10.1508, 23.6864
Si, -2.161, 8.4882, 18.9225
Si, -0.4095, 6.8169, 12.0695
Si, 1.5827, 11.0427, 12.2969
Si, 11.0417, 6.6891, 19.1191
Si, 3.827, 8.1106, 10.3443
Si, 0.8171, 3.5019, 23.6212
Si, 10.0618, 3.7771, 19.1815
Si, 4.8185, 11.2772, 12.5672
Si, 7.7895, 6.2984, 13.5128
Si, 1.3027, 5.4245, 14.1688
O, 9.9652, 7.7278, 19.7496
O, 5.0824, 1.7164, 13.4157
O, 11.3923, 2.8219, 19.3547
O, 7.379, 12.4569, 18.118
O, 4.1144, 7.9882, 14.2948
O, 4.0286, 0.88, 19.866
O, 2.324, 8.0556, 10.9513
O, -1.0901, 4.0506, 17.5453
O, 7.6915, 4.9041, 12.6321
O, 9.5031, -1.7872, 17.6269
O, 5.7785, 14.888, 15.0183
O, 5.4655, 9.9166, 13.2347
O, 10.7023, 8.1849, 11.1777
O, 17.6286, 4.9642, 17.4666
O, 1.3345, 10.6971, 15.7661
O, 6.0669, 12.4761, 15.7942
O, 1.6063, 7.3525, 19.2203
O, 19.609, 3.1033, 19.796
O, 7.5541, 18.4136, 18.4714
O, 12.6179, 1.7624, 17.306
O, 3.1992, 11.1113, 12.4457
O, 3.2318, 7.6016, 24.3775
O, 19.1725, 9.649, 19.9038
O, 9.4102, 4.0994, 9.1283
O, 11.8858, 9.9159, 13.2937
O, 3.8803, 2.9291, 21.5855
O, 4.6936, 7.1381, 22.1199
O, 1.1537, 10.4964, 10.8224
O, 5.0956, 6.2869, 15.9617
O, 18.5885, 10.5129, 16.3993
O, -2.8049, 2.7769, 11.116
O, 6.6184, 7.4201, 13.3136
O, 5.8416, 2.9071, 19.7567
O, 11.025, 5.1731, 15.2681
O, 16.1954, 10.8507, 17.6471
O, 10.0977, 11.6607, 16.9487
O, 0.2932, 2.1466, 15.0346
O, 3.5855, 5.0625, 23.3666
O, 13.9997, -3.3251, 16.9059
O, 11.9062, 8.101, 15.2053
O, 5.5113, 11.3943, 11.0838
O, 4.0954, -1.3505, 9.7024
O, 8.6482, 11.2394, 23.2812
O, 4.7982, 7.8444, 11.6197
O, 10.5945, 2.4344, 23.1374
O, 3.4068, 5.3336, 20.7602
O, 7.6481, 5.8584, 15.1001
O, -0.4685, 5.553, 11.0286
O, 9.862, 9.8292, 15.0661
O, 0.9187, 12.5065, 12.5091
O, 6.9152, 9.6691, 22.2423
O, 1.5088, 3.9497, 13.4796
O, 4.2345, 7.3198, 19.3381
O, 2.6792, 5.8495, 14.9136
O, 9.9149, 14.267, 13.0157
O, 3.1858, 9.5584, 18.7411
O, 9.2019, 6.9644, 13.0239
O, 17.0328, 5.8094, 20.2238
O, 0.8588, 6.4969, 13.0368
O, 10.8178, 6.5115, 17.4975
O, 16.5354, 9.785, 20.0325
O, 1.5017, 4.0171, 22.2237
O, 10.6043, 5.2348, 19.8076
O, 23.384, 4.4091, 17.4456
O, 14.1394, 3.1553, 19.0032
O, 7.5673, 2.4637, 13.7187
H, 12.026, 7.9334, 16.1784

Results
free energy: -139968.836 eV
free energy less fixed offsets of As -4856.12, H -15.97, O -568.88, Si -635.61 eV per atom: 2.974 eV

Forces (eV/angstrom), in the order of the atoms: element, x, y, z
Si, 0.0244, -0.0174, -0.0454
Si, -0.0229, 0.0114, -0.0248
Si, 0.0057, -0.0218, -0.0418
Si, -0.0109, 0.0084, -0.0513
Si, -0.0134, 0.0162, -0.023
Si, 0.014, -0.0033, -0.0345
Si, -0.0113, 0.0115, -0.0042
Si, 0.0157, -0.0259, -0.0508
Si, 0.011, -0.0047, 0.0102
Si, -0.0065, 0.0127, -0.0051
Si, 0.0004, 0.0054, 0.0078
Si, -0.0087, 0.0072, -0.0006
Si, -0.0027, 0.0048, -0.0089
Si, 0.0021, -0.0091, 0.0137
Si, -0.006, -0.0003, -0.0089
Si, 0.0078, -0.0101, 0.008
Si, -0.0013, -0.0005, -0.0047
Si, -0.0053, 0.0055, -0.0042
Si, -0.0026, 0.008, -0.0006
Si, 0.0065, -0.0044, -0.0036
Si, -0.001, 0.0045, -0.0152
Si, 0.0004, -0.0023, -0.0123
Si, 0.0063, -0.0008, -0.002
Si, -0.0031, 0.0064, -0.013
Si, 0.0676, -0.0241, 0.2869
Si, 0.0558, -0.0683, -0.1
Si, 0.1886, -0.0319, -0.1893
Si, -0.1976, 0.099, 0.2014
Si, 0.0177, -0.0566, -0.4812
Si, 0.3147, 0.1119, 0.5244
Si, 0.2412, -0.3085, 0.078
Si, 0.074, -0.031, -0.1255
Si, 0.0018, 0.0263, -0.0349
Si, 0.065, 0.1767, -0.0069
Si, -0.0554, -0.079, -0.0053
Si, -0.0537, 0.0121, -0.0283
Si, -0.0688, 0.0855, 0.0001
Si, 0.0669, -0.0173, 0.0046
Si, -0.0913, 0.0666, 0.014
Si, 0.0701, 0.0351, -0.0046
Si, -0.0059, 0.0316, -0.0026
Si, 0.0301, -0.0829, -0.007
Si, 0.0034, -0.0005, -0.0196
Si, 0.0633, -0.023, -0.034
Si, 0.0586, -0.0804, -0.0143
Si, -0.0202, 0.0196, -0.0075
Si, 0.0389, -0.0553, -0.0373
Si, -0.0322, -0.0141, -0.0129
Si, -0.018, 0.0087, 0.0069
Si, 0.0103, 0.0731, 0.0492
Si, -0.0957, 0.0229, 0.011
Si, 0.0152, 0.0127, 0.0138
Si, -0.0333, 0.0252, 0.0397
Si, -0.004, -0.0133, 0.0081
Si, -0.0042, 0.004, 0.0087
Si, -0.0298, 0.0808, 0.0047
Si, -0.0161, -0.0291, 0.0397
Si, 0.0913, -0.0161, -0.0136
Si, -0.0452, -0.1211, -0.0152
Si, 0.013, 0.0067, 0.0389
Si, 0.0838, -0.0284, -0.0157
Si, -0.0157, 0.0062, 0.0324
Si, -0.0006, 0.0182, 0.04
Si, -0.0619, -0.1648, -0.0265
Si, 0.0466, 0.3521, -0.3332
Si, -0.2246, -0.1561, 0.1539
Si, -0.2831, -0.0035, 0.0166
Si, 0.0413, 0.0883, 0.143
Si, 0.025, -0.0606, 0.1721
Si, -0.0719, 0.2419, -0.1701
Si, 0.0683, 0.0417, 0.2505
Si, -0.3803, -0.1382, -0.316
Si, -0.0036, 0.0033, -0.0004
Si, -0.0021, -0.0074, 0.012
Si, -0.005, -0.0085, 0.0015
Si, -0.0022, -0.003, 0.0098
Si, 0.0017, -0.0033, 0.0074
Si, 0.0059, 0.0019, 0.0053
Si, -0.0025, -0.0044, 0.0151
Si, -0.0057, -0.0002, 0.0087
Si, 0.002, 0.0037, -0.0092
Si, 0.0062, -0.0062, -0.0122
Si, 0.0057, 0.0062, 0.0061
Si, 0, 0.0066, -0.0139
Si, 0.0118, 0.0003, -0.0033
Si, -0.0008, 0.0002, -0.0021
Si, -0.0014, 0.005, -0.0154
Si, 0.0046, -0.0042, 0.0055
Si, -0.0122, 0.0165, 0.0341
Si, 0.0125, -0.0199, 0.0154
Si, 0.0235, -0.0217, 0.0158
Si, -0.0074, -0.0002, 0.02
Si, -0.0003, 0.0035, 0.0021
Si, -0.0157, 0.035, 0.0386
Si, -0.0119, -0.0042, 0.036
Si, 0.0263, -0.0181, 0.0208
O, -0.0039, 0.0075, 0.0171
O, 0.001, -0.0021, 0.0151
O, -0.0042, -0.0053, -0.0227
O, -0.0007, 0.0058, -0.0166
O, 0.0185, -0.0208, 0.0176
O, -0.0089, 0.0099, 0.0169
O, 0.0046, -0.0014, 0.002
O, -0.0031, 0.004, -0.0092
O, -0.004, 0.0092, -0.0154
O, 0.0137, -0.014, -0.0157
O, -0.0091, -0.0039, -0.0161
O, 0.0036, 0.0146, -0.037
O, -0.0115, 0.0095, -0.021
O, 0.0026, -0.004, -0.0062
O, 0.003, -0.0007, -0.0056
O, 0.0044, -0.017, -0.0246
O, 0.011, -0.0188, 0.0151
O, -0.0005, 0.001, -0.0016
O, -0.0058, -0.0022, 0.0148
O, 0.0205, -0.0083, 0.0178
O, -0.0013, 0.002, 0.0075
O, -0.0085, 0.0121, 0.0072
O, 0.0031, -0.0116, -0.009
O, -0.0135, 0.0089, 0.0133
Si, -0.0215, 0.0156, 0.0524
Si, -0.0017, -0.0073, 0.0243
Si, -0.0025, 0.0183, 0.0047
Si, -0.0007, -0.0014, -0.0131
Si, -0.016, -0.0088, 0.0065
Si, 0.008, 0.0136, 0.0026
Si, 0.0131, -0.0276, -0.0171
Si, 0.0049, 0.0127, -0.0109
Si, 0.0061, 0.0116, 0.0143
Si, 0.0075, -0.0125, 0.0065
Si, -0.0045, -0.0102, -0.013
Si, -0.0071, 0.0112, 0.0337
Si, 0.004, -0.0121, -0.02
Si, 0.0132, -0.0157, -0.0177
Si, 0.0021, -0.01, 0.0128
Si, 0.0084, -0.0021, -0.0126
As, 0.0068, 0.0066, 0.0058
Si, -0.0001, 0.0118, -0.0111
Si, -0.0046, -0.0056, 0.0179
Si, 0.0018, 0.0014, 0.0105
Si, 0.0248, -0.0034, 0.0204
Si, 0.0067, -0.0345, 0.0055
Si, -0.0025, 0.0065, -0.0098
Si, 0.0151, 0.0043, -0.0145
Si, 0.0021, 0.0239, -0.0002
Si, 0.0253, -0.0396, -0.0274
Si, -0.0116, -0.0076, 0.0194
Si, 0.0025, 0.0067, 0.0118
Si, 0.0092, 0.0128, -0.0114
Si, -0.0085, 0.0092, -0.0236
Si, -0.0019, 0.0014, 0.0368
Si, -0.0103, -0.0076, -0.0054
Si, 0.0192, 0.0128, 0.0179
Si, 0.0016, -0.0078, 0.014
Si, -0.0149, -0.0105, -0.0082
Si, -0.0047, 0.0008, -0.0223
Si, -0.0005, 0.007, -0.0184
O, -0.0025, 0.0003, -0.0155
O, -0.0011, 0.0084, 0.0075
O, -0.008, 0.0008, -0.0053
O, 0.003, 0.0107, 0.001
O, -0.0098, -0.0054, 0.0165
O, -0.0028, -0.0032, -0.0075
O, 0.0053, -0.0046, 0.0117
O, -0.0012, 0.0078, 0.0028
O, 0.0029, -0.0101, 0.0097
O, -0.0088, -0.018, -0.0015
O, -0.003, 0.0144, 0.0032
O, -0.0021, -0.0018, 0.0096
O, 0.0021, 0.0021, 0.0073
O, 0.0057, 0.0047, -0.0013
O, 0.0091, 0.0245, 0.0035
O, 0.007, -0.0229, 0.0342
O, 0.0016, 0.0002, -0.0156
O, 0.0073, 0.0014, -0.012
O, 0, -0.0116, -0.0112
O, 0.0049, 0.0047, 0.0082
O, 0.0099, -0.0039, 0.0128
O, -0.0029, 0.0003, 0.0033
O, -0.0082, 0.0022, -0.0099
O, -0.0011, -0.006, 0.004
O, 0.0112, 0.0195, -0.0084
O, -0.008, 0.0075, 0.0002
O, -0.0026, -0.0021, 0.0018
O, -0.0025, -0.0188, 0.0098
O, -0.0184, 0.0128, -0.0014
O, -0.0074, 0.0079, 0.0048
O, 0.0004, -0.0017, -0.0177
O, -0.0009, -0.0019, 0.0108
O, 0.0133, -0.0007, -0.0124
O, -0.0079, -0.0006, 0.0141
O, 0.0016, -0.0026, -0.0112
O, 0.0004, -0.0012, -0.002
O, -0.0031, -0.0039, 0.016
O, -0.0024, 0.0066, -0.0127
O, 0.0081, 0.0157, -0.0203
O, 0.2549, -0.1598, 0.993
O, 0.0135, -0.0039, -0.0199
O, -0.0042, 0.0183, 0.0027
O, 0.0126, 0.0122, -0.0198
O, -0.0073, -0.0034, 0.0061
O, -0.0056, -0.0057, -0.0186
O, -0.0088, 0.0066, -0.0153
O, -0.0035, -0.0004, 0.0116
O, -0.0005, -0.0192, -0.0167
O, -0.0264, 0.0038, 0.0142
O, 0.0009, -0.0046, 0.0126
O, 0.0097, 0.0048, -0.0035
O, -0.0007, 0.0059, 0.0153
O, 0.0035, -0.0038, -0.0167
O, 0.0214, 0.0058, 0.0117
O, -0.0165, 0.0042, 0.0028
O, -0.0052, -0.0084, -0.0155
O, 0.0084, -0.0017, 0.0104
O, 0.0029, 0.0053, -0.019
O, -0.0093, -0.0082, -0.0018
O, 0.0007, 0.0173, -0.0191
O, 0.011, -0.0039, -0.006
O, -0.0213, -0.0078, 0.0048
O, 0.0003, 0.0108, -0.0222
O, 0.0025, 0.0064, -0.0051
O, 0.0073, 0.0046, -0.0134
O, 0.0005, -0.0001, 0.0045
H, -0.275, 0.1308, -0.9503

The program warned: the cutoff lies below the one the program advises for these potential files; the forces do not sum to zero within the program's tolerance; the exchange-correlation potential is rough where the density is thin.
